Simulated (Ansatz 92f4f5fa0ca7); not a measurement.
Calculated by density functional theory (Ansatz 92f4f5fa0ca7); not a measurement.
Periodic cell of 273 atoms, Si165O106P2, from a study of silicon, its oxide and their interface. The atomic structure is a simulated model.
Doubt: the cutoff is far below the 930 eV that the study's wrapper takes by default for these files, so forces and energies are approximate.
This geometry differs little from another in the collection (a relaxation step or a small displacement).

Settings
functional: PBE
potential files: Ansatz PAW
basis: plane waves
wave-function cutoff: 580 eV
density cutoff ratio: 5
exchange-correlation grid ratio: 1
k mesh: 1 x 1 x 1, Gamma-centred
self-consistency stop: 5e-08 eV per atom in the density residual
occupations: fixed
spin: none
net charge: 0

Cell vectors (angstrom)
a, 11.6015, 0, 0
b, 0, 13.3963, 0
c, 0, 0, 29.8085

Atoms: element, x, y, z (angstrom)
Si, 11.5727, 0.22, 22.8897
Si, 3.887, 0.1934, 22.99
Si, 7.6666, 0.0962, 23.1213
Si, 2.0715, 3.5, 22.7457
Si, 5.9046, 3.6723, 22.9623
Si, 9.757, 3.5334, 22.9949
Si, 11.7106, 6.8387, 22.8902
Si, 3.9542, 6.998, 23.0417
Si, 7.7952, 6.8853, 23.2269
Si, 2.0552, 10.2352, 23.1985
Si, 5.8575, 10.0992, 23.2461
Si, 9.912, 10.0934, 23.2155
Si, 11.7213, 2.4501, 23.7313
Si, 3.9717, 2.461, 23.7268
Si, 7.7899, 2.3952, 23.7424
P, 2.0835, 5.7552, 22.8369
Si, 5.803, 5.7847, 23.9637
Si, 9.7966, 5.7233, 23.8613
Si, 11.8104, 8.9669, 23.9823
Si, 3.8963, 9.0802, 24.112
Si, 7.872, 9.1039, 23.968
Si, 1.9154, 12.5062, 23.7789
Si, 5.7462, 12.3836, 23.9002
Si, 9.7089, 12.4127, 23.7817
Si, 11.6693, 2.3326, 26.1562
Si, 3.8838, 2.3442, 26.1506
Si, 7.7552, 2.3041, 26.1607
P, 1.9519, 5.6086, 26.2576
Si, 5.7789, 5.66, 26.3048
Si, 9.7329, 5.6401, 26.2402
Si, 11.6904, 8.9178, 26.3169
Si, 3.8756, 8.957, 26.4124
Si, 7.8001, 9.0199, 26.3089
Si, 1.9248, 12.3695, 26.1868
Si, 5.7736, 12.3345, 26.2649
Si, 9.7043, 12.351, 26.1865
Si, 1.9678, 1.1862, 27.0059
Si, 5.8053, 1.2002, 27.0085
Si, 9.709, 1.1993, 26.9905
Si, 11.6833, 4.5347, 27.0636
Si, 3.8193, 4.5373, 27.0724
Si, 7.7526, 4.512, 27.0253
Si, 1.969, 7.7381, 27.1105
Si, 5.8573, 7.8847, 27.0757
Si, 9.7124, 7.8552, 27.0602
Si, 11.6268, 11.2002, 27.0238
Si, 3.8348, 11.2265, 27.0606
Si, 7.7568, 11.2591, 27.0431
Si, 1.9336, 1.1164, 29.4135
Si, 5.8008, 1.1164, 29.4135
Si, 9.6679, 1.1164, 29.4135
Si, 0, 4.4654, 29.4135
Si, 3.8672, 4.4654, 29.4135
Si, 7.7343, 4.4654, 29.4135
Si, 1.9336, 7.8145, 29.4135
Si, 5.8008, 7.8145, 29.4135
Si, 9.6679, 7.8145, 29.4135
Si, 0, 11.1635, 29.4135
Si, 3.8672, 11.1635, 29.4135
Si, 7.7343, 11.1635, 29.4135
Si, 0, 0, 0.3944
Si, 3.8672, 0, 0.3944
Si, 7.7343, 0, 0.3944
Si, 1.9336, 3.3491, 0.3944
Si, 5.8008, 3.3491, 0.3944
Si, 9.6679, 3.3491, 0.3944
Si, 0, 6.6981, 0.3944
Si, 3.8672, 6.6981, 0.3944
Si, 7.7343, 6.6981, 0.3944
Si, 1.9336, 10.0472, 0.3944
Si, 5.8008, 10.0472, 0.3944
Si, 9.6679, 10.0472, 0.3944
Si, 11.5491, -0.0468, 2.7437
Si, 3.8452, -0.0703, 2.8031
Si, 7.6652, -0.0874, 2.7724
Si, 1.9307, 3.271, 2.743
Si, 5.7554, 3.2763, 2.7997
Si, 9.5955, 3.3118, 2.7605
Si, 11.5738, 6.6395, 2.7549
Si, 3.8719, 6.6224, 2.7388
Si, 7.7363, 6.6456, 2.7674
Si, 1.9257, 10.005, 2.7504
Si, 5.8219, 10.0412, 2.7706
Si, 9.6768, 9.9782, 2.75
Si, 11.5511, 2.2059, 3.4407
Si, 3.82, 2.1276, 3.6471
Si, 7.6796, 2.1184, 3.5598
Si, 1.9081, 5.5032, 3.4714
Si, 5.8078, 5.5259, 3.5649
Si, 9.6525, 5.5263, 3.6112
Si, 11.613, 8.8697, 3.555
Si, 3.8941, 8.8712, 3.4247
Si, 7.7409, 8.8782, 3.5474
Si, 1.8662, 12.234, 3.5481
Si, 5.7552, 12.2188, 3.7419
Si, 9.6174, 12.2003, 3.511
Si, 11.4797, 2.1665, 5.7593
Si, 3.7339, 2.0353, 6.0709
Si, 7.6108, 1.9734, 5.927
Si, 1.8819, 5.4149, 5.8059
Si, 5.8082, 5.4718, 5.9385
Si, 9.6259, 5.4538, 6.013
Si, 11.6437, 8.8011, 5.9298
Si, 3.9203, 8.7959, 5.7392
Si, 7.7789, 8.8179, 5.9175
Si, 1.7875, 12.1684, 5.9175
Si, 5.7224, 12.1246, 6.2504
Si, 9.5887, 12.1178, 5.8635
Si, 1.6362, 0.9829, 6.7329
Si, 5.6733, 0.9948, 7.0101
Si, 9.6378, 0.9443, 6.597
Si, 11.5761, 4.3244, 6.7201
Si, 3.8303, 4.3289, 6.5598
Si, 7.6986, 4.1855, 6.6246
Si, 2.0356, 7.6371, 6.5106
Si, 5.8359, 7.743, 6.6929
Si, 9.7228, 7.7139, 6.731
Si, 11.4592, 10.9996, 6.773
Si, 3.6586, 10.9428, 6.6462
Si, 7.7614, 10.982, 6.8578
O, 9.9077, 7.9115, 8.3913
O, 9.9077, 0.8342, 8.246
O, 1.0386, 0.9294, 8.3184
O, 3.0819, 10.562, 8.1573
O, 5.8263, 7.9166, 8.3556
O, 5.6145, 1.1957, 8.6938
O, 3.775, 4.3396, 8.2072
O, 7.6595, 3.7429, 8.2501
O, 0.0475, 4.2869, 8.393
O, 11.1648, 10.9618, 8.4244
O, 8.127, 10.7763, 8.4942
O, 2.3801, 7.5082, 8.1143
O, 11.4473, 0.235, 21.2097
O, 9.7756, 3.6439, 21.331
O, 4.3017, 7.5754, 21.519
O, 5.9727, 4.1452, 21.3438
O, 5.7848, 9.8376, 21.593
O, 2.1076, 3.1732, 21.1065
O, 7.3462, 13.4122, 21.4819
O, 3.9427, 0.2007, 21.325
O, 7.6534, 6.917, 21.5791
O, 2.1628, 10.1608, 21.5503
O, 11.3513, 7.0189, 21.2638
O, 10.3173, 9.7475, 21.6248
Si, 11.5854, 6.4627, 11.2876
Si, 1.5902, 10.3908, 16.2164
Si, 0.2326, 3.7023, 9.9072
Si, 8.0999, 12.8348, 20.1653
Si, 2.8504, 10.4757, 9.7547
Si, 2.5916, 10.3735, 20.001
Si, 10.3282, 3.6943, 19.7952
Si, 0.2609, 12.8172, 17.0742
Si, 10.8249, 0.7021, 19.7587
Si, 3.1733, 7.7738, 16.2106
Si, 0.2502, 6.5034, 19.793
Si, 9.3998, 2.5425, 14.2736
Si, 2.9143, 2.5629, 11.0287
Si, 5.1499, 11.9985, 15.3229
Si, 5.0263, 8.7371, 20.631
Si, 3.6212, -0.3704, 11.268
Si, 5.5989, 8.906, 14.7736
Si, -0.1547, 11.3268, 9.9983
Si, 9.5388, 10.0331, 20.2237
Si, 3.4614, 0.0333, 19.7709
Si, 7.4733, 4.7193, 9.5334
Si, 2.3873, 12.3847, 14.1436
Si, 6.1984, 0.6068, 10.1276
Si, 2.7884, 2.8558, 19.6455
Si, 5.7256, 4.4556, 13.6412
Si, 7.4917, 0.2271, 15.5745
Si, 9.6256, 11.3569, 15.1843
Si, 1.997, 6.585, 13.5381
Si, 2.8494, 3.5465, 14.0055
Si, 11.7046, 9.1848, 18.3493
Si, 11.2378, 0.8851, 9.2015
Si, 9.1319, 7.338, 9.7062
Si, 8.6849, 8.5749, 14.5613
Si, 4.7867, 7.1694, 12.3353
Si, 2.9371, 5.6402, 18.7141
Si, 2.5442, 7.4185, 9.7113
Si, 6.2724, 8.4414, 9.8339
Si, 4.3365, 4.7746, 9.6505
Si, 9.3656, 10.5082, 12.2635
Si, 5.9892, 13.0098, 17.9404
Si, 7.9739, 4.9403, 18.3427
Si, 8.315, 5.4262, 15.185
Si, 7.3322, 11.0878, 9.9067
Si, 5.3533, 4.2171, 19.8285
Si, 0.7948, 1.5133, 15.0295
Si, 7.6082, 7.5212, 20.0761
Si, 7.6559, 2.8046, 11.8496
O, 3.4588, 6.0945, 10.0898
O, 1.9565, 2.6793, 15.074
O, -0.3517, 12.9558, 10.1722
O, 8.5015, 8.8484, 19.9158
O, 2.4429, 1.2719, 19.3355
O, 8.1608, 5.3264, 16.7882
O, 2.7521, 11.9632, 19.6527
O, 7.17, 8.7902, 15.1199
O, 1.3007, 0.2114, 14.1648
O, 4.4199, 3.8259, 14.4353
O, 4.2535, 3.4316, 10.6118
O, 10.9674, 2.1036, 14.4701
O, 11.3901, 4.8536, 10.9857
O, 10.8572, 12.0383, 16.0209
O, 8.9425, 6.9255, 14.7525
O, 1.7911, 3.3767, 10.1996
O, 8.4681, 5.9487, 9.2043
O, 11.1357, 2.2955, 19.4815
O, 5.4172, 7.6143, 10.9146
O, 11.3678, 7.6072, 18.6652
O, 7.8792, 8.2787, 10.1442
O, 10.1399, 7.1653, 10.9772
O, 9.2301, 4.1305, 14.7094
O, 8.8416, 11.4521, 20.5339
O, 10.5851, 10.5221, 11.1517
O, 8.3739, 12.2508, 15.7351
O, 4.431, 2.8791, 19.7091
O, 4.7174, 0.1891, 18.7493
O, 10.5059, 10.1309, 18.923
O, 6.8191, 0.6928, 17.0099
O, 0.5225, 6.7631, 12.8198
O, 1.0567, 7.151, 10.29
O, 3.1525, 7.1957, 12.5413
O, 3.9816, 9.5654, 19.7002
O, 6.7986, 5.2127, 14.6054
O, 0.5766, 0.9334, 16.5386
O, 1.5639, 11.8047, 17.0817
O, 5.4125, 8.3035, 13.2922
O, 2.9881, 12.3979, 12.6298
O, 6.4433, 3.2047, 12.8761
O, 2.8115, 9.3459, 16.565
O, 6.0979, 7.9826, 19.6618
O, 1.873, 6.4222, 19.6656
O, 1.4607, 9.6505, 19.1056
O, 9.4956, 9.7271, 15.4527
O, 3.1099, 8.9039, 10.1981
O, 8.989, 9.0544, 12.9945
O, 2.1589, 7.3411, 14.9812
O, 9.0823, 3.825, 18.7609
O, 4.7457, 7.928, 15.7783
O, 7.2616, 1.6115, 10.8265
O, 8.1785, 6.3512, 19.1217
O, 5.9152, 5.1763, 9.6101
O, 7.043, -0.9676, 19.0185
O, 11.0685, 2.2626, 10.0893
O, 8.9906, 2.4074, 12.6957
O, 9.7242, 11.5186, 13.5303
O, 6.5295, 4.272, 18.7065
O, 6.0466, 10.0608, 9.9559
O, 1.3645, 10.8524, 10.2823
O, 5.1744, 10.4859, 14.7084
O, 1.7116, 10.9333, 14.6377
O, 11.3694, 13.0771, 18.6036
O, 5.4681, 11.8396, 16.9236
O, 8.1012, 11.0037, 11.3494
O, 11.2607, 5.0074, 19.5332
O, 8.3843, 1.4977, 15.062
O, 2.4056, 4.0556, 18.5503
O, 3.7632, 11.7128, 10.3132
O, 9.1928, 0.5623, 19.725
O, 2.7748, 2.6676, 12.6403
O, 3.6658, 12.6499, 15.1275
O, 7.9983, 4.104, 10.9334
O, 5.1269, 0.2705, 11.3241
O, 4.3724, 5.5036, 19.5008
O, 6.2204, 13.0776, 14.6553
O, 3.075, 6.5825, 17.3548
O, 2.7915, 0.9502, 10.7045
O, 0.3023, 9.4839, 16.7425
O, 5.2335, 5.6211, 12.6069
O, 2.149, 4.989, 13.7836
O, 6.9048, 12.624, 9.6967

Results
free energy: -166684.931 eV
free energy less fixed offsets of O -568.88, P -755.39, Si -635.61 eV per atom: 2.779 eV

Forces (eV/angstrom), in the order of the atoms: element, x, y, z
Si, -0.0067, -0.0022, 0.0015
Si, 0, -0.0027, -0.0001
Si, 0.0016, 0.001, 0.0004
Si, -0.0069, 0.0204, -0.0054
Si, 0.0003, 0.0033, -0.0011
Si, -0.0039, 0.0042, -0.0015
Si, 0.0008, -0.0034, 0.0132
Si, -0.0199, 0.0037, 0.0022
Si, -0.0021, -0.0011, -0.0001
Si, -0.001, -0.0011, -0.001
Si, -0.0063, 0.0026, 0.002
Si, 0.0017, 0.0024, 0.0006
Si, 0.0035, -0.0042, 0.0014
Si, 0, -0.0028, 0.0017
Si, 0.0006, -0.0036, -0.0004
P, 0.0057, -0.0053, 0.001
Si, 0.0028, -0.0007, 0.002
Si, 0.0008, 0.0013, -0.0018
Si, -0.0034, 0.0017, -0.0002
Si, 0.0067, -0.0023, -0.0025
Si, 0.0015, -0.0016, -0.0007
Si, 0.0015, 0.0022, -0.0013
Si, 0.0036, 0.0004, -0.0009
Si, -0.0011, 0.0008, -0.0007
Si, -0.0031, 0, -0.0007
Si, 0.0016, 0.001, 0.0004
Si, -0.0016, 0.0023, 0
P, -0.0082, -0.0022, -0.0128
Si, -0.0009, -0.0019, -0.0011
Si, -0.0012, -0.0016, -0.0011
Si, 0.0014, 0.0006, -0.001
Si, -0.0007, 0.0026, 0.0001
Si, -0.001, 0.0011, 0.0009
Si, -0.0016, -0.0011, 0.001
Si, -0.0015, -0.0005, 0
Si, 0.0006, -0.0012, -0.0006
Si, -0.0004, -0.0021, -0.0012
Si, 0.0007, -0.0018, -0.0001
Si, 0.0011, -0.0013, 0.0004
Si, 0.0054, 0.0029, 0.0049
Si, 0.0016, 0.0016, 0.0058
Si, 0.0017, -0.0002, -0.0005
Si, 0.0002, 0, 0.0068
Si, 0.0001, 0.0006, -0.0006
Si, 0, 0.0001, -0.0004
Si, -0.0002, 0.0013, 0
Si, 0.0016, 0, 0.0002
Si, 0.0004, 0.0004, 0.0005
Si, 0.0642, 0.1934, -0.2304
Si, 0.0318, 0.1739, -0.2381
Si, 0.0968, 0.1552, -0.2771
Si, 0.015, -0.0158, 0.1645
Si, 0.0065, -0.0194, 0.0942
Si, 0.1004, 0.0168, -0.1139
Si, 0.0358, -0.0402, 0.5512
Si, 0.1091, 0.0288, 0.32
Si, 0.0847, 0.0018, 0.0561
Si, 0.0356, 0.1022, -0.1763
Si, -0.1131, 0.215, 0.1274
Si, 0.0361, 0.1929, -0.0939
Si, -0.0862, -0.1272, -0.2135
Si, 0.0422, -0.1716, 0.2523
Si, -0.2051, -0.2385, 0.0107
Si, 0.1061, -0.1505, -0.1007
Si, -0.1016, -0.112, 0.2092
Si, -0.2121, 0.0179, -0.0175
Si, -0.1166, -0.0199, 0.0063
Si, -0.0077, -0.1537, -0.1444
Si, 0.0225, -0.0461, 0.0463
Si, -0.0426, -0.0025, -0.0983
Si, 0.1193, 0.1208, -0.0033
Si, 0.0124, -0.123, -0.1393
Si, 0.0006, 0.0002, 0.0006
Si, -0.0004, 0.0004, 0.0004
Si, 0.0002, 0.0001, 0.0006
Si, -0.0001, -0.001, -0.0001
Si, 0.0014, -0.0011, -0.0008
Si, -0.0009, -0.0008, -0.0011
Si, -0.0003, -0.0002, 0.0001
Si, 0.0007, 0.0001, 0
Si, 0.0001, 0.0003, 0
Si, 0.0003, 0.001, -0.0009
Si, 0, -0.0005, 0.0001
Si, 0.0005, -0.0004, -0.0001
Si, -0.0002, 0.0008, -0.0001
Si, 0.0001, 0.0007, 0.0001
Si, -0.0004, 0.0016, 0.001
Si, -0.0003, -0.0001, -0.0002
Si, -0.0005, -0.0001, 0
Si, -0.0002, -0.0003, 0.0002
Si, -0.0001, 0.0007, 0
Si, -0.0008, 0.0004, 0
Si, -0.0004, 0.0001, -0.0002
Si, -0.0003, -0.0013, 0.0004
Si, 0, -0.0004, -0.0003
Si, -0.0006, -0.0004, -0.0006
Si, 0.0005, -0.001, -0.0002
Si, -0.0004, -0.0007, -0.0001
Si, 0.0002, -0.0013, -0.0002
Si, 0.0004, 0, 0.0001
Si, 0.0003, 0, 0
Si, 0, 0.0004, 0
Si, 0.0001, -0.0005, -0.0001
Si, 0.001, -0.0003, -0.0001
Si, 0.0006, 0, 0.0002
Si, 0, 0.001, -0.0002
Si, -0.0002, 0.0005, 0
Si, 0.0003, 0.0002, 0.0002
Si, 0.0001, 0.0001, -0.0005
Si, 0.001, 0.0008, -0.0005
Si, -0.0016, 0.0013, -0.0001
Si, -0.0008, 0.0006, 0
Si, 0.0003, 0.0002, 0.0001
Si, -0.0006, -0.0002, -0.0002
Si, -0.0012, 0.0003, 0.0003
Si, -0.0016, 0, -0.0002
Si, -0.0001, -0.0001, -0.0003
Si, 0, -0.0003, -0.0003
Si, -0.0006, -0.0003, -0.0002
Si, -0.0001, -0.0007, 0
O, -0.0002, 0, 0
O, 0.0003, -0.0004, 0.0001
O, -0.0004, -0.0001, 0.0004
O, 0, 0, -0.0001
O, 0.0005, 0, -0.0004
O, -0.0003, -0.0003, 0.0006
O, -0.0003, -0.0001, -0.0001
O, 0.0001, 0, 0.0001
O, 0, -0.0002, -0.0003
O, -0.0001, 0, -0.0002
O, -0.0001, 0.0001, -0.0003
O, 0, -0.0002, -0.0003
O, 0.0024, 0.0008, 0.0002
O, 0.0001, -0.0009, 0.0011
O, 0.0041, -0.0008, -0.0007
O, 0.0004, -0.0011, 0.0005
O, 0.0012, -0.0008, -0.0014
O, 0.0012, -0.0077, -0.0016
O, -0.0014, 0.0001, -0.0018
O, -0.0001, 0.0003, 0.0012
O, 0.0006, -0.0002, -0.0009
O, 0.0001, 0.0003, 0.0002
O, 0.0048, -0.0012, 0.0035
O, -0.0003, -0.001, -0.0004
Si, -0.0002, 0, 0.0001
Si, -0.0002, 0.0001, -0.0005
Si, 0.0001, -0.0002, 0.0001
Si, -0.0002, 0.0003, 0.0013
Si, -0.0001, 0, 0
Si, -0.0009, 0.0006, -0.0005
Si, -0.0001, -0.0009, -0.0008
Si, -0.0003, 0.0002, 0.0002
Si, -0.0004, 0.0008, -0.0006
Si, -0.0003, -0.0002, -0.0005
Si, 0.0009, -0.0009, -0.0048
Si, -0.0001, 0.0002, -0.0001
Si, -0.0002, 0, 0
Si, -0.0003, 0.0001, 0
Si, 0.0003, 0.0012, -0.0002
Si, -0.0001, 0.0001, -0.0001
Si, -0.0003, -0.0002, -0.0003
Si, -0.0001, 0.0002, 0.0001
Si, 0.0002, 0.0004, 0.0009
Si, -0.0007, 0.0008, -0.0011
Si, -0.0002, 0, -0.0003
Si, -0.0002, -0.0002, -0.0001
Si, -0.0004, 0.0002, -0.0004
Si, -0.0001, -0.0007, -0.0011
Si, -0.0004, -0.0001, -0.0001
Si, -0.0003, -0.0001, 0
Si, -0.0001, 0, -0.0002
Si, -0.0002, 0, 0.0001
Si, -0.0001, 0.0001, -0.0001
Si, -0.0007, 0.0002, -0.0005
Si, 0, 0, -0.0004
Si, -0.0001, -0.0001, -0.0002
Si, -0.0002, -0.0002, 0
Si, 0, 0, -0.0002
Si, -0.0008, 0.0006, -0.0003
Si, -0.0001, -0.0001, -0.0001
Si, -0.0001, -0.0003, 0.0001
Si, -0.0001, 0.0001, -0.0001
Si, -0.0003, 0.0001, 0
Si, 0.0007, -0.0001, 0.0003
Si, 0.0002, 0.0003, -0.0008
Si, -0.0002, 0, -0.0004
Si, -0.0003, 0, 0.0001
Si, -0.0011, -0.0007, -0.0014
Si, -0.0001, 0, 0
Si, 0.0009, -0.0001, 0.0004
Si, -0.0002, 0.0001, -0.0002
O, -0.0003, 0, 0
O, -0.0002, 0, 0
O, -0.0001, -0.0003, 0
O, -0.0003, -0.0001, 0.0001
O, -0.0001, -0.0009, -0.0006
O, -0.0002, -0.0001, 0
O, 0, -0.0004, 0.0001
O, -0.0002, 0, -0.0001
O, -0.0002, 0, -0.0002
O, -0.0001, 0, 0
O, -0.0002, -0.0001, -0.0001
O, -0.0001, 0, 0
O, -0.0001, 0, -0.0002
O, -0.0003, 0, 0
O, -0.0002, 0, 0.0001
O, -0.0001, 0, -0.0002
O, -0.0001, 0.0001, -0.0001
O, -0.0001, -0.0001, 0.0002
O, -0.0001, 0, -0.0002
O, -0.0007, -0.0002, -0.0007
O, -0.0001, 0, -0.0001
O, -0.0002, 0, -0.0001
O, -0.0002, 0, 0.0001
O, -0.0006, 0, 0.0001
O, -0.0002, -0.0001, -0.0002
O, -0.0001, -0.0001, -0.0001
O, 0.0001, 0.0002, 0.0004
O, -0.0004, -0.0001, 0
O, 0.0001, -0.0001, -0.0006
O, -0.0002, 0.0002, -0.0002
O, -0.0001, 0, -0.0001
O, -0.0001, 0, -0.0001
O, -0.0002, -0.0001, -0.0002
O, 0.0008, -0.0005, 0.0002
O, -0.0001, 0, 0.0001
O, -0.0003, -0.0001, 0.0001
O, -0.0002, 0.0001, 0.0001
O, -0.0001, 0.0001, 0
O, -0.0001, 0, 0
O, -0.0001, 0, -0.0001
O, -0.0002, 0.0002, 0.0001
O, -0.0007, 0, -0.0003
O, 0.0011, -0.0003, -0.0002
O, 0.0001, -0.0001, 0.0003
O, -0.0002, 0.0001, 0
O, -0.0001, 0, 0
O, -0.0002, -0.0001, -0.0001
O, -0.0001, 0, -0.0002
O, -0.0006, 0.0001, 0.0001
O, -0.0002, 0.0001, -0.0001
O, -0.0001, 0, -0.0001
O, -0.0001, -0.0003, -0.0007
O, -0.0002, 0, -0.0002
O, -0.0013, 0, -0.0008
O, -0.0002, 0.0001, 0
O, -0.0002, 0, -0.0001
O, -0.0003, 0, -0.0001
O, -0.0005, 0.0001, 0.0002
O, -0.0002, 0.0002, -0.0002
O, -0.0002, 0, -0.0001
O, -0.0002, -0.0001, 0
O, -0.0001, 0.0001, -0.0001
O, 0, -0.0001, -0.0001
O, -0.0002, -0.0001, 0
O, -0.0001, -0.0001, -0.0001
O, -0.0001, 0.0005, 0.0003
O, -0.0002, -0.0001, 0
O, -0.0004, -0.0002, 0.0002
O, -0.0001, -0.0001, 0
O, 0.0008, 0.0004, -0.0003
O, -0.0002, 0, 0
O, -0.0001, 0, 0
O, -0.0001, -0.0002, 0.0001
O, -0.0002, -0.0001, 0
O, 0.0003, 0, 0.0006
O, -0.0001, 0, -0.0001
O, -0.0001, -0.0005, 0.0004
O, -0.0001, 0, -0.0001
O, 0, 0, 0.0002
O, -0.0002, 0, 0
O, -0.0001, -0.0001, -0.0001
O, -0.0001, -0.0002, 0

The program warned: the cutoff lies below the one the program advises for these potential files; the forces do not sum to zero within the program's tolerance; the exchange-correlation potential is rough where the density is thin.
